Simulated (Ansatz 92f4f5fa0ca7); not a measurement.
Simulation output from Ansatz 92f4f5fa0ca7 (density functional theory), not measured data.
Periodic cell of 226 atoms, Si133O92P1, from a study of silicon, its oxide and their interface. The atomic structure is a simulated model.
Doubt: the cutoff is far below the 930 eV that the study's wrapper takes by default for these files, so forces and energies are approximate.
This geometry differs little from another in the collection (a relaxation step or a small displacement).

Settings: functional PBE; potential files Ansatz PAW; basis plane waves; wave-function cutoff 580 eV; density cutoff ratio 5; exchange-correlation grid ratio 1; k mesh 1 x 1 x 1, Gamma-centred; self-consistency stop 5e-08 eV per atom in the density residual; occupations fixed; spin none; net charge +1 e, with a uniform compensating background and no finite-size correction.

Cell vectors (angstrom)
a, 10.938, 0, 0
b, 0, 10.938, 0
c, 0, 0, 31.9494

Atoms and the computed forces on them: element, x, y, z (angstrom), force x, y, z (eV/angstrom)
Si, 10.6245, 0.003, 24.4054, -0.0279, 0.0072, 0.0984
Si, 5.0798, 0.121, 24.6638, -0.0097, 0.0218, 0.0483
Si, 2.8181, 2.2951, 24.5266, 0.0322, -0.0106, 0.0987
Si, 8.5724, 2.4402, 24.5525, -0.0012, -0.0228, 0.0607
Si, 10.7095, 5.5864, 24.326, 0.0159, 0.0357, 0.0714
Si, 5.1573, 5.6182, 24.4377, -0.033, -0.0069, 0.0919
Si, 2.9886, 7.9578, 24.3953, 0.0035, -0.0294, 0.0685
Si, 8.4181, 7.8301, 24.408, 0.0138, 0.0035, 0.1036
Si, 1.2851, 1.133, 25.8413, 0.0105, 0.0143, -0.066
Si, 6.8216, 1.3317, 25.7383, -0.0173, -0.0045, -0.0295
Si, 3.985, 4.0169, 25.7302, -0.0054, -0.0014, -0.0324
Si, 9.6906, 4.0238, 25.8498, -0.0196, -0.0139, -0.0469
Si, 1.3394, 6.7991, 25.6642, -0.0274, -0.0025, -0.0286
Si, 6.8033, 6.7221, 25.7493, -0.0004, -0.0027, -0.0635
Si, 4.0025, 9.46, 25.9589, 0.0047, 0.0282, -0.0509
Si, 9.4842, 9.4436, 25.7981, -0.0124, -0.0098, -0.0414
Si, 2.6342, -0.1326, 27.2798, 0.013, -0.0004, 0.0087
Si, 8.1425, -0.0658, 27.1447, 0.0471, 0.0251, -0.0081
Si, 0.0726, 2.6561, 27.2126, -0.0059, -0.0218, 0.0047
Si, 5.4544, 2.7252, 27.1024, -0.0222, -0.0146, 0.0131
Si, 2.6633, 5.4233, 27.1077, 0.0359, 0.0201, 0.0027
Si, 8.1923, 5.3691, 27.1257, 0.0051, 0.0041, 0.0322
Si, 0.0101, 8.1538, 27.1254, 0.0206, 0.0071, 0.0101
Si, 5.5131, 8.136, 27.1815, -0.0072, -0.0093, 0.0155
Si, 4.0851, 1.3269, 28.4829, 0.0293, 0.0219, -0.013
Si, 9.5457, 1.3185, 28.5193, -0.0205, -0.0279, -0.0136
Si, 1.3802, 4.0738, 28.5552, 0.0463, -0.0159, 0.0479
Si, 6.8082, 4.0618, 28.5166, 0.0053, -0.014, 0.0075
Si, 4.0811, 6.7812, 28.5015, -0.011, -0.0504, -0.0177
Si, 9.5576, 6.7817, 28.4772, 0.0115, -0.0127, -0.027
Si, 1.2955, 9.4844, 28.619, -0.0414, -0.0442, 0.0634
Si, 6.8283, 9.5335, 28.5521, -0.004, -0.0081, 0.0512
Si, -0.0355, -0.0263, 29.9404, 0.0297, -0.017, -0.0146
Si, 5.4513, -0.0144, 29.8798, -0.0095, -0.0044, 0.0011
Si, 2.7704, 2.7152, 29.8827, -0.0124, 0.0263, -0.006
Si, 8.1791, 2.7099, 29.882, -0.0311, 0.0074, 0.0041
Si, -0.0187, 5.4436, 29.8872, -0.0208, -0.0027, 0.0002
Si, 5.4641, 5.4412, 29.893, -0.0078, -0.0125, 0.0055
Si, 2.7308, 8.151, 29.9183, -0.0174, 0.0575, -0.0123
Si, 8.2253, 8.1722, 29.8753, -0.0078, 0.0162, 0.0095
Si, 1.3741, 1.3941, 31.254, -0.0051, 0.0071, 0.002
Si, 6.8161, 1.3475, 31.2604, 0.0158, -0.0056, 0.0082
Si, 4.0968, 4.0805, 31.277, -0.0085, -0.0041, -0.0084
Si, 9.543, 4.0881, 31.2509, 0.0228, 0.0032, -0.0004
Si, 1.3503, 6.8126, 31.2716, 0.0084, -0.0208, 0.0031
Si, 6.8327, 6.8404, 31.2418, -0.0033, 0.016, -0.0003
Si, 4.105, 9.5677, 31.2656, 0.012, -0.0126, -0.0002
Si, 9.5527, 9.5391, 31.2886, -0.0169, 0.0099, -0.0031
Si, 2.7413, 0.0243, 0.6828, -0.0038, 0.0026, -0.0022
Si, 8.2054, 0.0125, 0.6716, 0.0035, 0.0103, 0.0054
Si, 0.0019, 2.7552, 0.6762, -0.0061, -0.0101, 0.0067
Si, 5.4771, 2.7414, 0.7067, 0.0003, 0.0049, -0.0047
Si, 2.7373, 5.4684, 0.6759, 0.0092, 0.0071, 0.0061
Si, 8.1998, 5.4879, 0.6648, -0.0002, -0.0069, 0.0018
Si, 0.0195, 8.2144, 0.7048, -0.0021, 0.0088, 0.0009
Si, 5.4827, 8.2182, 0.6845, -0.0153, 0.0067, 0.0067
P, 4.0996, 1.3916, 2.0697, 0.0015, -0.0109, 0.0217
Si, 9.6008, 1.3622, 2.034, -0.0369, 0.009, 0.0267
Si, 1.3628, 4.1378, 2.0432, -0.0002, 0.0008, -0.0114
Si, 6.8363, 4.1526, 2.0628, 0.02, -0.0307, 0.0408
Si, 4.0938, 6.8552, 2.0336, 0.0103, -0.0082, 0.0219
Si, 9.5778, 6.8446, 2.068, -0.0118, -0.0044, -0.001
Si, 1.3763, 9.624, 2.078, 0.0205, -0.0062, 0.0355
Si, 6.8286, 9.634, 2.0376, 0.0303, -0.0192, 0.0082
Si, 0.02, 0.0411, 3.4744, 0.0021, 0.0243, 0.0212
Si, 5.4756, 0.053, 3.4562, 0.0127, 0.0187, -0.0193
Si, 2.7225, 2.7727, 3.4083, 0.0067, -0.0056, -0.0159
Si, 8.262, 2.7877, 3.3484, 0.0522, 0.0192, -0.0868
Si, 0.0318, 5.514, 3.4782, 0.0368, 0.0088, 0.0267
Si, 5.4754, 5.5396, 3.4288, -0.0281, 0.0291, 0.0048
Si, 2.7403, 8.2372, 3.4005, -0.002, -0.0018, -0.0405
Si, 8.2364, 8.2907, 3.3943, 0.0004, 0.087, -0.0316
Si, 1.3829, 1.4444, 4.8472, -0.0222, -0.046, -0.0207
Si, 6.9048, 1.5033, 4.7292, -0.0428, 0.0023, 0.0427
Si, 4.0795, 4.1554, 4.7595, 0.0456, 0.0031, -0.0012
Si, 9.6066, 4.0869, 4.7865, -0.0388, -0.0131, -0.0059
Si, 1.3665, 6.9764, 4.8448, -0.0181, 0.0069, -0.0035
Si, 6.8419, 6.9984, 4.7371, -0.0152, -0.0616, 0.0006
Si, 4.0807, 9.5826, 4.7874, -0.0365, 0.0119, 0.0318
Si, 9.6186, 9.5814, 4.8467, 0.0132, -0.0166, -0.0191
Si, 2.7528, 0.034, 6.1496, 0.0653, 0.0238, 0.0405
Si, 8.2828, 0.1228, 6.0826, 0.0014, -0.001, 0.0296
Si, 0.0246, 2.8061, 6.2999, 0.0077, 0.013, 0.05
Si, 5.5149, 2.8494, 6.0933, -0.0261, -0.051, 0.0321
Si, 2.7506, 5.5877, 6.1304, -0.0008, 0.0092, 0.0405
Si, 8.2595, 5.6045, 5.9591, -0.008, 0.002, 0.0393
Si, 0.0467, 8.3072, 6.3759, 0.0054, 0.011, 0.0454
Si, 5.5019, 8.3145, 6.2155, -0.001, 0.0129, 0.0454
Si, 4.4201, 1.1824, 7.3488, 0.0223, -0.0191, -0.1866
Si, 9.8052, 1.159, 7.6184, 0.0366, -0.02, -0.1269
Si, 1.1803, 4.5073, 7.5147, -0.0081, 0.0038, -0.1063
Si, 6.6482, 4.5611, 7.2632, -0.0077, 0.0281, -0.1172
Si, 4.3184, 6.716, 7.5401, 0.0017, -0.005, -0.1364
Si, 9.7295, 6.6164, 7.5147, 0.0214, 0.0074, -0.1063
Si, 1.2741, 9.9416, 7.7182, -0.0492, 0.0024, -0.1745
Si, 6.7239, 9.9676, 7.4205, -0.044, 0.043, -0.09
O, 9.5796, 1.2375, 23.9742, 0.0164, 0.0136, 0.0045
O, 4.0989, 6.8016, 23.9389, 0.016, 0.0185, 0.005
O, 4.0103, 1.2365, 24.0445, -0.0028, 0.0031, 0.0028
O, 9.5359, 6.6977, 23.8963, -0.0103, 0.0057, 0.0078
O, -0.0186, 5.5539, 8.0167, -0.0078, -0.0219, 0.0067
O, 5.5728, 0.1282, 7.912, 0.0092, -0.0076, 0.029
O, 0.0623, 0.0943, 8.1305, -0.012, 0.0084, 0.032
O, 5.5448, 5.644, 7.8739, -0.0053, -0.0211, 0.0218
O, 7.6096, 3.9782, 8.4383, 0.0442, -0.0447, 0.0695
O, 8.7246, 7.0505, 8.7606, -0.0507, 0.05, 0.0674
O, 2.1783, 9.4693, 9.0389, 0.0803, -0.054, 0.1023
O, 8.8897, 1.6909, 8.903, -0.064, 0.0615, 0.0771
O, 7.6358, 9.4781, 8.6976, 0.0411, -0.0526, 0.0594
O, 3.5888, 1.8125, 8.6024, -0.0373, 0.0708, 0.0804
O, 3.5649, 7.2344, 8.9251, -0.0314, 0.0508, 0.0811
O, 2.075, 4.0136, 8.8079, 0.0711, -0.0425, 0.0769
O, 8.1404, 3.4993, 23.364, -0.0412, 0.0412, -0.0434
O, 0.4546, 4.9341, 22.954, 0.0373, -0.0656, -0.0568
O, 1.8994, 2.7436, 23.2465, -0.0568, 0.0336, -0.0696
O, 5.8305, 4.9096, 23.1161, 0.0566, -0.0487, -0.0582
O, 5.5257, 9.9842, 23.5099, 0.0359, -0.037, -0.0366
O, 2.4479, 8.7021, 23.0246, -0.0484, 0.045, -0.0648
O, 0.1898, 10.0648, 23.0876, 0.053, -0.0442, -0.0714
O, 7.7866, 8.5739, 23.0764, -0.0578, 0.0516, -0.0649
Si, 8.6597, 7.6995, 18.4413, -0.0004, -0.0008, -0.0239
Si, 8.7888, 6.3584, 13.632, -0.0017, 0.0034, 0.035
Si, 3.7952, 1.5406, 14.7441, -0.0023, -0.0019, 0.0179
Si, 2.1391, 5.7521, 17.6281, -0.0083, -0.0048, -0.0137
Si, 2.4189, 3.1457, 19.4866, -0.0133, 0.0048, -0.0224
Si, 9.8188, 9.0333, 12.0856, 0.0003, -0.0009, 0.0272
Si, 1.3326, 9.4239, 22.0686, 0.0086, -0.0011, 0.0431
Si, 9.1734, 0.9644, 13.1998, 0.0024, 0.0022, 0.0361
Si, 1.4265, 5.0562, 13.0351, 0.0047, 0.003, 0.042
Si, 1.7965, 8.2561, 12.8253, 0.0036, 0.0017, 0.0254
Si, 6.648, 9.5517, 22.4216, 0.0148, -0.0182, 0.0255
Si, 4.5288, 4.6027, 15.7129, 0.0034, 0.0081, 0.0097
Si, 8.2157, 3.0298, 9.5939, 0.0123, -0.0285, -0.0405
Si, 0.8421, 8.2476, 19.2597, 0.0008, 0.0131, -0.0178
Si, 6.9503, 1.3488, 21.0902, 0.0065, -0.004, -0.03
Si, 8.2341, 8.3202, 9.6853, 0.0105, -0.0106, -0.0491
Si, 10.8908, 5.2074, 15.612, -0.0001, 0.0013, 0.0059
Si, 7.5699, 9.5019, 16.3208, -0.0017, -0.0079, 0.0012
Si, 9.9307, 2.0588, 20.2958, -0.0011, -0.0004, -0.0263
Si, 3.2161, 8.5166, 9.9247, -0.0271, 0.0007, -0.065
Si, 6.698, 3.3453, 17.4071, 0.0014, 0.0039, -0.0078
Si, 1.1666, 0.2139, 19.8, 0.0035, -0.008, -0.0301
Si, 3.2367, 2.818, 12.3103, -0.0045, -0.0046, 0.0336
Si, 7.2201, 5.3929, 19.6792, 0.002, -0.0095, -0.0214
Si, 5.7487, 8.6726, 11.5527, 0.0019, -0.004, 0.0246
Si, 5.7871, 6.0729, 13.2046, 0.0029, 0.003, 0.0323
Si, 4.6336, 9.7046, 17.6263, -0.0021, -0.0071, -0.0103
Si, 1.0232, 3.5975, 22.1658, 0.0025, 0.0303, 0.049
Si, 4.8985, 1.4839, 18.7982, 0.0041, -0.0023, -0.0208
Si, 3.1996, 3.0837, 9.5319, -0.0466, -0.0075, -0.0554
Si, 6.4516, 10.8234, 13.7967, 0.0004, -0.0033, 0.0238
Si, 10.3503, 0.1181, 15.9748, 0.0034, 0.0067, -0.0018
Si, 5.6656, 3.6577, 11.1593, 0.0057, -0.0079, 0.0379
Si, 9.8502, 3.8983, 11.913, -0.0087, -0.004, 0.0306
Si, 2.3434, 9.9244, 15.552, -0.0011, -0.0072, 0.0035
Si, 6.0752, 8.1177, 19.7986, -0.0025, 0.0083, -0.0228
Si, 6.9362, 3.972, 22.3672, -0.0076, 0.0191, 0.0246
Si, 9.7554, 2.7786, 17.3647, 0.0018, 0.0021, -0.0038
O, 7.1984, 6.3794, 13.9722, 0.0016, -0.0008, -0.0161
O, 1.884, 7.0627, 18.6778, 0.006, -0.0136, 0.0136
O, 10.2899, 4.0416, 16.5309, -0.0018, -0.0001, 0.001
O, 6.1652, 9.9589, 17.0548, 0.0092, -0.0036, -0.0007
O, 10.1472, 0.7008, 14.469, 0.0042, -0.0047, -0.0065
O, 8.4476, 6.1162, 18.8549, 0.0038, 0.0055, 0.0178
O, 5.1724, 0.6895, 14.4372, -0.002, 0.0021, -0.0107
O, 5.7196, 2.0525, 17.5186, 0.0048, 0.0037, 0.004
O, 8.3476, 1.9427, 20.5586, 0.0121, 0.0026, 0.0245
O, 1.9907, 4.3022, 18.4033, 0.0046, 0.0164, 0.006
O, 6.9697, 2.8036, 10.6391, -0.0318, 0.0071, -0.0026
O, 4.8718, 2.7057, 12.215, -0.0078, -0.0029, -0.0192
O, 6.0317, 4.3941, 16.3482, -0.0014, 0.0014, -0.0033
O, 4.5746, 3.9131, 9.9272, 0.021, 0.0068, -0.0051
O, 10.6884, 2.777, 21.557, -0.0206, -0.0239, -0.0013
O, 9.7265, 6.1621, 14.9652, 0.0052, -0.003, -0.0046
O, 6.0075, 6.482, 19.8369, 0.0012, 0, 0.0236
O, 4.0817, 0.1705, 18.2821, 0.0013, -0.0036, 0.0141
O, 9.2576, 10.5534, 12.2721, -0.0003, 0.0115, -0.021
O, 2.8601, 4.3616, 12.7136, -0.0049, 0.0069, -0.0258
O, 1.9111, 10.7097, 21.212, -0.0013, 0.0195, -0.0052
O, 3.9957, 2.724, 19.3789, 0.0071, -0.0051, 0.022
O, 0.7295, 10.0416, 15.9642, 0.0008, 0.0003, -0.0023
O, 1.2776, 9.8062, 18.838, 0.0002, -0.0028, 0.0105
O, 1.7111, 1.6684, 19.2708, 0.0037, 0.0009, 0.0213
O, 8.9396, 10.3948, 16.5021, -0.0012, -0.0029, 0.0026
O, 4.8726, 8.5814, 18.7944, -0.0056, 0.0058, 0.0069
O, 9.5842, 8.7551, 10.4863, 0.0176, 0.0087, 0.0092
O, 6.7521, 4.0814, 18.8574, -0.0018, -0.0112, 0.0054
O, 2.8435, 1.7193, 13.4133, 0.0022, -0.0039, -0.0112
O, 5.8262, 8.7642, 21.2679, -0.0131, -0.0224, -0.017
O, 2.5409, 2.456, 10.8829, -0.0022, -0.0038, 0.0259
O, 7.618, 4.8501, 21.1715, 0.0089, 0.0219, -0.0182
O, 5.2106, 7.4778, 12.5528, 0.0011, -0.0105, -0.0149
O, 0.436, 9.07, 12.5028, 0.0042, -0.0014, -0.0221
O, 7.581, 1.0606, 13.5737, -0.002, -0.0027, -0.0193
O, 7.1117, 9.6375, 14.7467, 0.0019, -0.001, -0.0046
O, 8.979, 5.0305, 12.6937, -0.0016, 0.0107, -0.0151
O, 8.0949, 8.0391, 16.9131, -0.0053, 0.009, -0.0029
O, 6.2147, 2.5719, 21.9069, -0.0009, -0.0223, 0.0137
O, 2.462, 9.0699, 14.1127, 0.0023, 0.0068, -0.0057
O, 0.4319, 4.4904, 11.8685, 0.0074, 0.0028, -0.0244
O, 0.8176, 8.3176, 20.9358, -0.0087, -0.0201, -0.0156
O, 9.4026, 3.827, 10.3497, 0.0239, 0.0178, 0.0074
O, 9.6587, 2.3851, 12.5325, 0.0005, -0.01, -0.0207
O, 7.6192, 8.5613, 19.3949, 0.0116, -0.0029, 0.0205
O, 2.5516, 8.1716, 11.3682, -0.0268, -0.0068, 0.0385
O, 3.9782, 3.0614, 15.3789, 0.0004, -0.0003, -0.0072
O, 0.8364, 4.4891, 14.4431, -0.0032, -0.0031, -0.0092
O, 10.0486, 2.999, 18.9586, -0.0008, 0.006, -0.0025
O, 9.1452, 7.8038, 12.9407, -0.0011, -0.0095, -0.0153
O, 10.5137, 0.5389, 20.078, 0.0039, -0.0034, 0.0243
O, 6.0318, 5.0436, 11.9333, -0.0002, 0.0154, -0.0163
O, 8.1562, 2.7431, 17.0099, -0.0011, 0.0001, 0.004
O, 3.5367, 5.4832, 16.7295, 0.0031, -0.0017, 0.003
O, 4.6721, 9.1267, 10.3797, 0.0242, 0.0025, -0.0051
O, 1.5382, 6.6772, 13.1851, -0.0034, -0.0055, -0.0237
O, 4.7626, 5.4913, 14.3454, -0.0016, -0.0056, -0.0095
O, 2.0524, 3.8542, 20.9225, 0.0239, -0.008, -0.0201
O, 10.554, 1.4143, 16.9483, 0.0009, -0.0053, 0.0031
O, 0.9499, 6.077, 16.5539, -0.0005, -0.0008, 0.0024
O, 7.3315, 10.9494, 21.9389, 0.0022, 0.0264, 0.0113
O, 5.9332, 0.9133, 19.916, -0.0231, -0.0034, 0.0029
O, 6.0627, 10.0311, 12.4092, 0.0067, 0.0178, -0.0102
O, 2.8474, 0.5465, 15.6097, -0.0004, 0.0024, -0.0024
O, 7.0551, 8.0232, 10.777, -0.0331, -0.0003, 0.0042
O, 10.245, 8.0197, 18.6903, -0.0073, -0.0044, 0.0174
O, 3.4447, 9.1959, 16.5813, 0.0005, 0.0022, -0.0025

Results
free energy: -137633.770 eV
free energy less fixed offsets of O -568.88, P -755.39, Si -635.61 eV per atom: -5.290 eV

The program warned: the cutoff lies below the one the program advises for these potential files; the forces do not sum to zero within the program's tolerance; the exchange-correlation potential is rough where the density is thin.
